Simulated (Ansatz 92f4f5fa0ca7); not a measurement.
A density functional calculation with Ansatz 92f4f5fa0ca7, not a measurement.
Periodic cell of 228 atoms, Si140O88, from a study of silicon, its oxide and their interface. The atomic structure is a simulated model.

Settings
functional: r2SCAN
potential files: Ansatz norm-conserving
basis: plane waves
wave-function cutoff: 1300 eV
density cutoff ratio: 4
exchange-correlation grid ratio: 1
k mesh: 2 x 2 x 1, shifted by 0.5 0.5 0.5 of a step
self-consistency stop: 5e-08 eV per atom in the density residual
occupations: Fermi-Dirac, 0.05 eV
spin: none
net charge: 0

Cell vectors (angstrom)
a	10.888	0	0
b	0	10.888	0
c	0	0	33.0686

Atoms: element, x, y, z (angstrom)
Si	-1.4905	0.7788	-4.2072
Si	0.3146	2.5168	-0.0023
Si	4.3262	8.7443	-0.6765
Si	2.8834	6.8436	-2.6012
Si	5.2097	3.4383	-1.2326
Si	7.3095	1.8024	1.189
Si	6.1189	7.9058	0.7234
Si	8.1127	8.9766	-0.0299
Si	2.8699	5.5836	2.6229
Si	4.6317	4.4184	1.4779
Si	1.4684	7.0966	1.4293
Si	7.5516	11.1993	-0.6156
Si	9.181	5.1074	-2.5465
Si	8.3571	5.1014	2.9152
Si	5.2011	8.6043	2.8519
Si	10.8472	8.1156	2.8857
Si	-0.6623	3.4295	2.8294
Si	3.2579	-0.7943	2.7189
Si	-1.1733	9.6614	1.5454
Si	2.4428	9.148	0.6581
Si	5.5473	2.5999	2.6332
Si	8.3481	0.2751	2.7467
Si	6.7367	5.608	1.146
Si	7.3289	3.8278	-0.3313
Si	1.3421	4.2244	3.9081
Si	4.0765	1.2169	3.8657
Si	1.4472	9.4344	4.1488
Si	4.159	6.8739	4.1129
Si	6.7976	3.919	4.2007
Si	9.6061	1.5492	4.1939
Si	6.8884	9.7197	4.0467
Si	9.45	6.7724	4.1593
Si	0.0953	0.0494	5.4067
Si	2.6835	2.6915	5.2174
Si	0.0312	5.4736	5.4693
Si	2.738	8.0932	5.5522
Si	5.4522	0.0618	5.4355
Si	8.1516	2.6779	5.6244
Si	5.4684	5.4282	5.4247
Si	8.1301	8.2318	5.4188
Si	1.414	1.3996	6.77
Si	4.0351	4.0506	6.697
Si	1.3573	6.7798	6.8968
Si	4.1073	9.5375	6.7885
Si	6.7632	1.3341	6.9114
Si	9.5595	4.0997	6.8337
Si	6.8027	6.8218	6.7938
Si	9.5545	9.5583	6.7539
Si	0.025	2.7218	8.1608
Si	2.7404	0.007	8.141
Si	-0.018	8.192	8.1743
Si	2.7256	5.3804	8.1802
Si	5.3808	2.7454	8.1611
Si	8.1741	-0.0401	8.1884
Si	5.4224	8.1592	8.1623
Si	8.1804	5.4622	8.1589
Si	1.3543	4.0581	9.559
Si	4.0445	1.3714	9.5292
Si	1.3604	9.5465	9.5196
Si	4.0703	6.7869	9.5325
Si	6.7944	4.0796	9.4984
Si	9.5364	1.3586	9.5155
Si	6.7718	9.5085	9.5294
Si	9.5252	6.8056	9.5316
Si	0.0284	0.0383	10.8908
Si	2.6859	2.6898	10.9217
Si	-0.0208	5.4173	10.9066
Si	2.6694	8.1391	10.8997
Si	5.4021	0.0137	10.8771
Si	8.1272	2.6765	10.8784
Si	5.4606	5.4317	10.8747
Si	8.1201	8.1321	10.8515
Si	1.3335	1.3884	12.3525
Si	4.1048	4.0422	12.198
Si	1.3258	6.7552	12.3104
Si	4.0131	9.5556	12.2223
Si	6.7625	1.3259	12.2834
Si	9.4813	4.0381	12.241
Si	6.8163	6.7726	12.2586
Si	9.4812	9.5341	12.1092
Si	-0.1193	2.7138	13.7102
Si	2.7251	0.0246	13.6952
Si	2.4297	7.8967	15.9661
Si	2.7545	5.304	13.6094
Si	5.4434	2.7625	13.6434
Si	8.1114	-0.1449	13.5605
Si	5.3856	8.1652	13.5044
Si	8.1863	5.3971	13.6468
Si	1.2537	4.1352	15.0486
Si	4.179	1.3739	15.0304
Si	-1.3855	6.7967	15.0278
Si	5.6936	5.8642	16.3285
Si	7.8544	2.5845	16.3375
Si	9.2705	1.3091	14.9594
Si	5.6129	11.3703	16.6853
Si	10.7105	8.178	13.5162
Si	-0.7186	0.1184	16.7499
Si	-0.9806	2.4909	18.5191
Si	0.5983	6.1367	16.1176
Si	1.2369	9.4715	14.83
Si	6.9315	-1.7125	14.9295
Si	6.7389	4.1657	15.0559
Si	4.1094	6.7711	14.8569
Si	7.6659	7.4671	16.3959
Si	1.975	-18.8952	28.0964
Si	0.6636	-0.7012	25.2796
Si	21.7421	-9.4989	23.2652
Si	7.3454	14.9216	22.4572
Si	-10.3178	-0.3803	33.2199
Si	-0.4588	-3.3972	20.3931
Si	-7.9591	13.0706	16.8014
Si	16.5099	11.3685	31.2224
Si	-16.2625	-2.4879	26.6352
Si	-11.973	-7.2204	27.8256
Si	8.5994	1.4154	21.1275
Si	15.1076	4.6527	29.1775
Si	9.5011	3.8515	24.6502
Si	-9.8734	27.0113	32.1422
Si	27.1284	5.4278	26.5439
Si	4.1529	-11.1331	22.0563
Si	-12.1785	-10.1023	31.2642
Si	33.4306	-5.8382	18.9693
Si	3.0999	17.8519	22.5249
Si	8.3941	8.7623	18.2676
Si	-8.7402	9.0597	20.6881
Si	-14.8968	20.8397	28.9884
Si	0.9972	-5.2801	24.3044
Si	-0.2847	18.3548	26.3484
Si	3.9182	4.455	18.6275
Si	3.2104	-0.5835	17.954
Si	18.5884	39.5676	25.3999
Si	24.9564	3.5787	25.3349
Si	8.6026	8.1341	30.8467
Si	8.0552	-3.8814	22.2247
Si	0.4253	-2.5641	29.1873
Si	-25.8078	9.6237	20.8222
Si	-10.2494	22.051	28.1063
Si	3.6351	-1.5767	24.5156
Si	24.7607	2.2979	22.7442
Si	15.3725	4.469	21.6474
O	14.4429	6.1304	-3.8708
O	-12.3569	-6.8917	-6.7923
O	5.7368	3.8596	-10.6022
O	1.1002	1.1638	0.432
O	-8.2489	-0.8381	-11.2055
O	-27.632	4.3854	-2.5318
O	2.1207	9.7104	-8.2348
O	10.2768	13.0862	-1.2923
O	4.474	-0.531	-9.4573
O	7.3615	8.8735	-2.9702
O	18.5336	5.4899	-11.313
O	23.6711	15.264	-8.2734
O	-6.255	21.1032	-1.2973
O	51.91	14.9614	-1.6052
O	10.3005	2.9868	1.2472
O	4.8399	16.2995	-15.3898
O	5.2885	-0.8755	21.0835
O	2.4151	5.7095	31.5168
O	-2.9218	-3.9224	23.8246
O	-12.5429	4.7083	28.9467
O	-6.1921	4.3995	20.0443
O	-15.4387	10.0378	16.1815
O	2.4187	0.7511	17.4287
O	8.0462	-6.9357	23.9287
O	0.7749	11.2539	26.4881
O	13.9789	-7.1755	21.9825
O	14.691	13.8795	17.9252
O	12.5851	6.3081	23.0255
O	2.6552	9.8278	19.3744
O	17.6131	23.3918	17.0679
O	10.9465	14.4735	19.1329
O	0.1785	5.7167	17.6327
O	-1.7725	6.8814	26.1669
O	12.4486	18.5572	30.1033
O	-10.7994	18.2754	27.9175
O	-6.493	-6.2539	25.5135
O	-0.143	-11.2223	31.728
O	18.0942	-1.5866	19.2607
O	-0.0372	-10.9239	24.0066
O	26.6324	28.7143	26.8526
O	14.8566	1.3409	21.8786
O	-0.1819	16.1247	31.0592
O	-17.3785	-1.604	25.921
O	-6.1385	-0.037	17.9751
O	-0.2649	-1.9041	25.8119
O	-11.8119	8.5505	30.0481
O	14.4505	2.4475	24.2518
O	-2.0298	-7.6828	17.4857
O	-3.7319	-13.5272	21.6571
O	12.3392	12.71	22.8091
O	-4.0511	5.6103	25.9088
O	-11.0831	-20.4751	17.7435
O	-5.6254	4.594	27.937
O	0.6205	6.264	33.3351
O	35.4284	-8.0553	26.6936
O	22.349	8.7343	20.5936
O	36.3015	7.9039	23.7221
O	39.5194	8.2326	25.7517
O	11.3759	-0.7918	16.1715
O	10.4071	-16.7453	23.982
O	18.6079	0.0536	21.2501
O	-12.7574	1.7224	19.6117
O	18.7478	13.6415	21.629
O	-20.7146	20.5967	28.6632
O	-12.6617	-8.6319	28.2247
O	11.7206	6.6467	25.5286
O	4.1947	-17.8605	33.0271
O	-8.497	4.9778	18.8821
O	4.305	-4.9359	22.2278
O	5.9468	20.0432	27.9732
O	8.1991	-11.1195	28.3574
O	1.2838	14.6283	32.6949
O	13.7581	29.4401	21.076
O	-9.2145	1.3974	28.6735
O	-11.5718	2.4463	24.2978
O	20.3365	7.8978	19.1651
O	3.0879	-1.9486	17.0816
O	9.9565	1.2183	21.9571
O	4.8686	1.9043	31.3986
O	-17.7652	-3.1164	31.1313
O	-10.3494	-7.2579	27.9454
O	13.8701	3.6127	29.1149
O	-41.8168	14.0707	16.3273
O	9.1596	-0.8472	17.5951
O	5.9588	11.1044	29.657
O	-2.4603	17.4215	30.6748
O	9.5685	-3.579	21.7444
O	-10.5725	6.0855	20.1321

Results
free energy: -57350.182 eV
free energy less fixed offsets of O -463.61, Si -117.95 eV per atom: -39.502 eV
pressure: -0.42 GPa
stress xx, yy, zz, yz, xz, xy (GPa, positive in tension): 1.01, 0.27, -0.03, -0.34, -0.54, 0.76

Forces (eV/angstrom), in the order of the atoms: element, x, y, z
Si	-0.0718	-0.0732	-0.0103
Si	0.0726	-0.0095	0.1002
Si	-0.0566	0.0521	0.0007
Si	-0.0257	0.0077	0.1091
Si	-0.067	-0.2098	0.1273
Si	-0.0746	0.0499	-0.1496
Si	0.099	-0.032	0.0624
Si	-0.0974	0.0453	-0.0807
Si	-0.0613	0.0357	0.015
Si	-0.0109	-0.0137	0.1265
Si	0.0443	-0.0525	0.1263
Si	0.1982	0.0224	0.0816
Si	0.0292	0.0996	0.0641
Si	-0.0025	0.0021	-0.0193
Si	0.0603	0.0365	-0.0561
Si	0.0179	0.0133	-0.0147
Si	-0.0603	0.1109	-0.0321
Si	0.0048	-0.0283	0.034
Si	0.0112	0.0329	-0.0112
Si	-0.0035	0.0315	0.1007
Si	-0.1038	0.0587	0.1032
Si	0.0806	0.0592	-0.0027
Si	0.0814	-0.0647	-0.0064
Si	-0.0381	0.0395	0.0957
Si	-0.0018	-0.0362	-0.039
Si	0.0405	-0.0179	-0.0577
Si	0.0128	-0.0613	0.0308
Si	-0.0251	-0.0118	-0.0283
Si	0.0758	0.0203	-0.0591
Si	0.0119	-0.035	0.0009
Si	-0.0965	0.0936	0.0163
Si	-0.019	-0.0616	0.0603
Si	0.0432	0.0668	0.0364
Si	-0.0434	-0.0247	-0.0356
Si	-0.0018	0.0156	-0.0078
Si	-0.0211	0.0128	-0.0273
Si	-0.0437	-0.0931	0.0011
Si	-0.021	-0.0186	0.0014
Si	-0.0071	-0.0024	0.0073
Si	0.0336	-0.0091	0.0134
Si	0.0098	-0.045	-0.0021
Si	0.0242	-0.0019	-0.0044
Si	0.0515	-0.0163	-0.0183
Si	0.0203	-0.0234	0.0088
Si	0.0137	0.0448	-0.0168
Si	-0.0052	0.0185	0.0006
Si	-0.0237	0.0205	0.0157
Si	-0.0221	0.014	-0.0243
Si	-0.043	-0.0116	0.0112
Si	0.0216	0.0164	0.0099
Si	0.0092	0.0036	-0.0169
Si	-0.0527	-0.0151	-0.0181
Si	-0.0166	-0.0106	-0.0122
Si	-0.0155	-0.0158	-0.019
Si	-0.025	0.0198	0.0092
Si	0.0267	-0.0244	0.0019
Si	0.039	-0.0031	-0.0028
Si	0.0047	-0.0262	-0.0031
Si	-0.0159	-0.0117	-0.0084
Si	0.0139	-0.0044	0.0043
Si	0.0071	0.0307	-0.0021
Si	0.0171	0.0148	-0.001
Si	0.0121	-0.042	0.001
Si	-0.0233	0.0137	-0.0001
Si	-0.0235	-0.0348	0.0125
Si	-0.0346	0.014	-0.0049
Si	0.0028	0.0303	0.014
Si	0.0006	-0.0274	0.0164
Si	0.0003	0.0112	-0.0254
Si	0.0115	-0.0011	-0.0138
Si	0.0244	0.0157	0.009
Si	-0.0122	0.0027	-0.0119
Si	0.027	0.0256	0.0388
Si	0.0132	0.0238	-0.0035
Si	-0.0373	-0.0002	0.0144
Si	0.0078	-0.0203	0.0074
Si	-0.0149	-0.0597	-0.0345
Si	-0.0004	-0.0158	0.0143
Si	0.0349	-0.0137	0.0137
Si	-0.0003	0.0058	0.0205
Si	0.0365	-0.0456	0.0481
Si	-0.0594	-0.0226	-0.0056
Si	-0.01	-0.0809	-0.0228
Si	0.0079	-0.0365	-0.0107
Si	0.0402	0.0307	0.0224
Si	0.024	0.0012	0.0282
Si	-0.0133	-0.0191	0.0238
Si	0.003	0.0058	-0.0101
Si	-0.0048	0.0614	-0.0743
Si	-0.0065	-0.0113	-0.085
Si	0.0458	0.0395	-0.0116
Si	0.0356	0.0363	-0.0302
Si	0.0299	-0.0459	-0.0761
Si	-0.0261	-0.0386	-0.0218
Si	-0.1146	0.0729	-0.0801
Si	-0.0244	0.0929	-0.0268
Si	0.0222	0.0096	-0.1473
Si	0.0078	-0.0161	-0.1493
Si	-0.0002	0.0263	-0.053
Si	-0.0041	-0.0187	-0.0922
Si	-0.0089	-0.0656	-0.0589
Si	-0.0116	0.067	-0.0099
Si	0.0247	0.017	-0.0336
Si	0.0181	-0.0596	-0.074
Si	-0.0488	-0.0308	0.1152
Si	-0.0059	0.0102	0.0704
Si	-0.0569	-0.0331	0.0083
Si	0.0204	-0.0211	-0.0346
Si	0.1143	-0.0341	-0.0335
Si	-0.0291	-0.0153	-0.0907
Si	0.0404	-0.0063	-0.0642
Si	0.1482	0.0206	0.0989
Si	0.0493	0.013	0.1341
Si	-0.0403	0.0285	0.1173
Si	0.0139	0.0079	-0.1312
Si	0.0022	0.0347	0.0804
Si	-0.0094	-0.0005	0.0543
Si	-0.0244	-0.0352	0.0267
Si	0.0191	0.023	0.0752
Si	0.0339	-0.054	-0.0769
Si	-0.1535	0.0894	0.1631
Si	-0.043	0.0177	-0.1475
Si	-0.0025	0.0388	-0.0712
Si	-0.0424	-0.0055	-0.1636
Si	0.0129	0.0207	-0.1401
Si	-0.0207	-0.0187	0.2577
Si	-0.0304	0.0153	0.0081
Si	-0.0102	0.019	0.0849
Si	0.0198	0.0228	-0.1408
Si	0.0099	0.0232	-0.2345
Si	-0.0094	0.0134	0.0097
Si	0.0244	-0.0088	0.0937
Si	-0.1141	0.0482	0.0787
Si	0.0068	0.0615	-0.0445
Si	0.0267	-0.0121	0.1251
Si	0.0323	-0.0089	-0.1082
Si	0.0251	-0.0327	-0.0086
Si	-0.0231	0.0185	0.0237
Si	-0.0048	-0.0149	-0.0095
Si	0.0401	-0.0058	-0.1243
O	0.0079	-0.0491	-0.0655
O	-0.0114	0.0068	-0.0749
O	-0.0141	0.0127	0.0134
O	-0.0401	0.0613	-0.0303
O	0.009	0.0114	0.0387
O	0.0381	0.0147	-0.0746
O	0.0074	-0.0193	-0.0211
O	-0.0111	-0.0403	-0.0326
O	-0.0044	0.0069	0.0146
O	-0.0157	-0.0227	-0.172
O	-0.0087	-0.0155	0.0139
O	0.0058	0.0112	-0.0158
O	0.0027	-0.08	0.0539
O	-0.0265	-0.0485	0.0427
O	-0.021	-0.0635	-0.0198
O	-0.0631	-0.0379	0.0594
O	-0.0608	0.0153	0.0443
O	0.0139	0.0493	-0.0664
O	0.005	-0.0067	0.0109
O	0.0349	-0.0539	-0.1019
O	0.0264	0.0043	0.1317
O	-0.0224	0.1482	0.0415
O	-0.0105	0.0407	0.0963
O	0.0111	0.0105	0.0187
O	0.0528	0.0062	-0.0612
O	-0.0149	-0.0118	0.039
O	-0.0417	0.0129	0.0693
O	0.0044	-0.0038	0.0153
O	-0.0548	-0.0414	0.1347
O	-0.0592	-0.0541	0.0728
O	-0.0036	-0.0343	0.0644
O	-0.0406	-0.0621	0.1654
O	0.0072	0.003	-0.0127
O	-0.0212	0.0041	-0.0305
O	-0.0129	-0.0072	-0.0816
O	-0.0295	-0.0209	-0.0331
O	-0.0321	0.0924	-0.0992
O	-0.0284	0.0213	0.1158
O	0.0094	0.021	-0.0137
O	-0.0202	-0.0173	-0.0025
O	-0.0214	0.0286	0.0188
O	-0.0098	-0.0284	-0.0345
O	-0.0243	0.0048	-0.0487
O	0.0267	-0.0588	0.1235
O	0.0183	-0.0098	-0.0351
O	0.0194	-0.0046	0.0159
O	-0.0063	0.0072	-0.0164
O	0.0274	0.0251	0.0816
O	0.0115	-0.0294	0.048
O	0.0278	0.0156	-0.0035
O	0.0155	0.0096	-0.0275
O	0.0153	0.0316	0.079
O	-0.0027	0.0148	-0.0487
O	0.0183	-0.0098	-0.0484
O	0.0132	0.0179	-0.0655
O	0.0109	0.0125	0.0347
O	0.0166	-0.018	-0.0026
O	0.0038	-0.0095	-0.0218
O	-0.0129	-0.0047	0.0884
O	0.0196	-0.0094	-0.0113
O	0.0135	0.0097	0.0462
O	-0.0401	-0.0167	0.1017
O	-0.0109	0.043	0.0411
O	0.022	0.0557	-0.0782
O	-0.0071	-0.0134	-0.0027
O	0.0049	-0.0135	-0.0223
O	0.0852	-0.0122	-0.1183
O	0.0222	0.0088	0.0432
O	-0.0089	-0.0001	0.027
O	-0.0493	-0.04	-0.0971
O	0.0754	0.0669	-0.0552
O	-0.017	0.0479	-0.0121
O	0.0068	-0.019	0.0608
O	0.0197	-0.0004	-0.03
O	0.0054	-0.0047	-0.0179
O	0.0547	-0.0527	0.0962
O	0.0457	0.0537	0.101
O	0.0334	0.0014	0.0308
O	-0.0317	0.0302	-0.0863
O	-0.0182	-0.0162	-0.0197
O	0.0332	0.0199	-0.0383
O	-0.0129	-0.0143	-0.0452
O	0.0315	-0.0717	0.0317
O	0.0516	-0.0146	0.0518
O	-0.0576	0.0028	-0.1672
O	0.0396	-0.0899	-0.012
O	-0.0044	0.0006	0.0373
O	0.0009	0.0449	0.0589
